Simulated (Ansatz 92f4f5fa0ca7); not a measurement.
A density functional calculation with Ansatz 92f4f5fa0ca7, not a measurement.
Periodic cell of 186 atoms, Si104O82, from a study of silicon, its oxide and their interface. The atomic structure is a simulated model.

Settings: functional r2SCAN; potential files Ansatz norm-conserving; basis plane waves; wave-function cutoff 1300 eV; density cutoff ratio 4; exchange-correlation grid ratio 1; k mesh 2 x 2 x 1, shifted by 0.5 0.5 0.5 of a step; self-consistency stop 5e-08 eV per atom in the density residual; occupations Fermi-Dirac, 0.05 eV; spin none; net charge 0.

Cell vectors (angstrom)
a  11.5403  0  0
b  0  11.5403  0
c  -3.8443  -4.254  27.1751

Atoms: element, x, y, z (angstrom)
Si  -1.7221  1.5175  0.6056
Si  -1.8241  5.9153  0.895
Si  -1.323  9.9006  0.6464
Si  2.3152  1.4534  0.8646
Si  1.9611  6.4522  0.2107
Si  2.6099  9.8733  0.6015
Si  5.8623  2.9001  0.5091
Si  6.05  5.9132  1.2803
Si  6.2898  9.0162  0.7695
Si  0.2896  1.9884  1.9322
Si  0.3121  6.0979  1.9095
Si  0.6028  9.6301  1.9648
Si  4.2311  2.0459  2.0932
Si  3.891  6.0158  2.0114
Si  4.4071  9.7182  2.0672
Si  7.8358  1.9524  1.8416
Si  8.012  5.8037  2.4509
Si  8.2242  9.5578  1.9975
Si  0.3969  4.0158  3.1996
Si  0.4512  7.8513  3.4516
Si  0.4457  11.5661  3.3484
Si  4.0798  4.0091  3.3215
Si  4.179  7.8559  3.4428
Si  4.3814  11.6238  3.4289
Si  8.0302  3.7573  3.4419
Si  8.1451  7.8203  3.5687
Si  8.0213  11.5414  3.3169
Si  10.0619  3.939  4.6214
Si  10.094  7.8592  4.8494
Si  10.0258  11.5815  4.6975
Si  2.2345  3.925  4.7103
Si  2.327  7.9037  4.8756
Si  2.3777  11.5673  4.7661
Si  6.0261  3.9199  4.6854
Si  6.1168  7.8378  4.8171
Si  6.2097  11.5173  4.84
Si  10.0912  2.035  5.95
Si  10.1107  5.8462  6.0339
Si  10.0155  9.7439  6.2468
Si  2.3395  1.9771  6.0537
Si  2.3652  5.8714  6.0373
Si  2.3478  9.7552  6.3724
Si  6.1127  1.9835  6.0174
Si  6.0577  5.8494  6.0301
Si  6.116  9.6695  6.3283
Si  0.4241  2.088  7.3848
Si  0.5301  5.8887  7.4337
Si  0.354  9.7053  7.696
Si  4.2525  1.8126  7.4481
Si  4.1824  5.8469  7.5239
Si  4.2621  9.6  7.8619
Si  8.1188  2.05  7.2123
Si  8.0774  5.8942  7.1796
Si  8.0808  9.7618  7.6355
Si  0.6236  4.0058  8.7688
Si  0.4979  7.6121  9.016
Si  0.2751  11.8111  8.8137
Si  4.2989  3.7893  8.6092
Si  4.1371  7.5209  9.2838
Si  4.2858  11.622  9.1835
Si  8.1729  3.9922  8.4298
Si  8.0278  7.6271  8.6954
Si  8.0819  11.9259  8.7923
Si  10.0691  4.1804  9.7335
Si  9.9353  7.2033  9.9262
Si  9.9387  12.691  10.0993
Si  2.5781  3.4057  10.1526
Si  2.0995  7.0641  11.0485
Si  2.0999  11.8992  10.2224
Si  6.2989  3.9626  9.7896
Si  6.3208  7.0551  10.2441
Si  6.3669  12.4598  10.3294
Si  3.0095  11  14.5865
Si  5.9684  3.5788  15.9208
Si  9.7354  8.9313  12.5149
Si  2.8689  4.4701  25.0196
Si  5.8648  2.8058  21.5941
Si  7.298  7.7811  13.1291
Si  10.2077  5.8474  22.5944
Si  8.4093  11.685  12.506
Si  8.4274  0.7322  17.9886
Si  1.1137  2.4482  23.8057
Si  9.2  0.0253  25.2289
Si  5.3538  9.0662  15.0045
Si  5.3439  6.1514  14.4948
Si  1.6656  5.8709  22.4355
Si  2.939  4.7908  12.8813
Si  8.3475  4.1087  20.8618
Si  5.7448  3.6657  25.7012
Si  3.1044  0.7265  17.1612
Si  3.3063  2.4324  14.8105
Si  -1.2423  4.1668  25.1555
Si  6.7062  3.2031  18.7972
Si  5.9947  -0.3639  16.9494
Si  1.2289  9.7483  12.482
Si  0.4718  0.0126  22.1287
Si  2.8599  3.561  21.4135
Si  6.4429  -0.6597  25.9788
Si  0.207  8.3899  22.849
Si  10.2343  1.5101  20.2588
Si  -0.1263  -1.803  25.4727
Si  6.8319  1.3389  23.9559
Si  1.6349  1.4502  19.7897
Si  7.8456  1.3398  15.3256
O  1.6116  0.3428  20.9987
O  -1.9544  2.1711  -0.9107
O  2.4943  5.2831  26.3797
O  -1.4837  11.4782  0.2316
O  -2.2291  3.2709  26.1187
O  6.2069  4.524  0.37
O  0.1973  8.5095  24.4682
O  2.2396  -0.0914  0.3257
O  2.3551  5.4685  23.8463
O  2.0842  5.0612  -0.644
O  8.0263  -0.97  25.7634
O  -1.0233  -0.7103  24.5994
O  5.8261  2.5245  19.9905
O  6.2031  7.3758  0.5094
O  5.1666  2.7328  -1.0045
O  2.5757  5.1754  21.2634
O  10.5857  0.6027  21.5742
O  2.8061  2.1311  16.3455
O  9.5304  0.5198  19.1515
O  11.2589  9.2953  12.8847
O  4.7756  7.5458  15.1301
O  4.3732  3.3321  21.9941
O  1.4616  10.9685  11.4312
O  9.693  12.0353  11.5794
O  4.8618  2.856  14.9788
O  6.6733  8.9663  14.0675
O  2.0432  8.5009  11.8442
O  1.8985  5.9559  12.3454
O  2.6646  -0.4885  16.1717
O  10.0009  2.7578  10.6079
O  6.3722  5.4073  10.6516
O  6.9722  11.7713  11.7277
O  6.7784  7.9411  11.5842
O  6.7129  6.3751  13.6621
O  6.3411  2.5637  10.7271
O  1.7781  10.2486  13.9038
O  2.1881  0.6986  18.4731
O  9.3051  2.7767  20.7063
O  4.2132  5.5506  13.5175
O  9.775  8.4787  10.9666
O  8.9679  0.8647  16.4368
O  7.3985  2.9155  15.4788
O  9.9067  5.6315  10.6089
O  8.7427  10.1512  12.8699
O  -0.5933  5.1269  26.3105
O  2.2086  1.9121  10.7762
O  8.393  1.0734  13.835
O  5.9368  0.1594  24.6598
O  5.7396  3.5098  17.5371
O  11.6499  2.0134  19.6145
O  3.2963  4.0737  11.4767
O  2.5089  3.6269  13.9936
O  8.9346  7.7263  13.301
O  5.661  -1.8917  16.4965
O  6.567  4.8965  26.3594
O  4.4698  4.2698  24.9192
O  10.3876  7.4915  22.5205
O  3.2087  0.9926  14.0222
O  7.0995  3.8422  21.8976
O  7.8013  2.1769  18.2653
O  -1.5564  4.4748  0.134
O  5.7994  5.1627  15.6756
O  9.6799  5.1869  24.013
O  7.5964  4.4317  19.4327
O  6.5089  0.4358  15.6177
O  1.6917  3.0054  22.3942
O  4.6827  0.4342  17.5172
O  0.1579  5.2614  22.3163
O  -2.3894  6.9809  -0.222
O  10.3372  -2.0492  26.6336
O  8.4279  0.9441  24.0874
O  7.217  -0.376  18.0358
O  0.8979  0.8415  23.5088
O  4.3217  10.0934  14.2888
O  9.2041  5.367  21.4101
O  2.2202  2.9583  24.8912
O  2.6499  2.7061  20.0501
O  6.2697  1.4607  22.4334
O  6.6378  2.7812  24.6827
O  1.4992  7.5006  22.3432
O  0.3423  9.9188  22.2719
O  -0.2777  3.1178  24.3402

Results
free energy: -50295.821 eV
free energy less fixed offsets of O -463.61, Si -117.95 eV per atom: -13.001 eV
pressure: -1.87 GPa
stress xx, yy, zz, yz, xz, xy (GPa, positive in tension): 1.35, 2.59, 1.65, -0.11, 0.4, -0.5

Forces (eV/angstrom), in the order of the atoms: element, x, y, z
Si  0.1514  -0.472  -0.1082
Si  -0.2287  -0.3104  -0.3602
Si  -0.0272  0.2607  -0.1174
Si  0.016  0.2053  -0.5815
Si  -0.0481  -0.8403  -0.2198
Si  0.4403  0.8126  0.0326
Si  -0.4296  0.2099  -0.4225
Si  0.2878  0.3438  -0.8825
Si  -0.0667  -0.367  -0.4665
Si  -0.0193  -0.1628  -0.155
Si  -0.196  0.0793  0.0788
Si  -0.1615  -0.0453  -0.4131
Si  -0.1355  -0.0204  -0.2508
Si  -0.2715  0.1763  -0.2297
Si  0.1136  -0.2113  -0.4628
Si  0.2743  0.1869  -0.2067
Si  0.0498  0.1852  -0.0284
Si  0.1415  0.0276  -0.3491
Si  0.041  -0.1992  -0.361
Si  -0.1142  0.1931  0.0549
Si  0.0861  0.1277  0.0188
Si  -0.3546  0.049  0.0758
Si  -0.0046  0.2036  0.3229
Si  -0.0494  0.0159  0.0607
Si  0.0424  -0.1646  0.0669
Si  -0.0153  0.0297  0.3547
Si  -0.0384  -0.0838  -0.0793
Si  -0.1161  0.052  0.005
Si  -0.0497  -0.0748  -0.0656
Si  0.1637  -0.0098  -0.192
Si  0.1991  0.1147  0.0644
Si  0.1483  -0.1699  -0.0348
Si  -0.1064  0.0771  -0.1029
Si  -0.0451  -0.0015  -0.081
Si  0.0198  -0.0221  -0.1106
Si  -0.045  0.0627  -0.0717
Si  0.1614  -0.0787  0.0762
Si  0.0394  0.0688  0.0311
Si  -0.0858  -0.1274  -0.0288
Si  -0.0221  -0.0427  0.0175
Si  -0.0809  0.1803  0.0355
Si  -0.0404  -0.0313  -0.0526
Si  -0.0562  -0.182  0.0293
Si  0.1523  0.0561  0.1536
Si  0.0461  -0.0612  -0.018
Si  0.0442  -0.1611  -0.2003
Si  -0.0296  0.0301  -0.2203
Si  0.1432  0.1498  0.241
Si  0.0775  -0.1471  -0.1235
Si  0.0083  0.0201  -0.0658
Si  -0.1923  0.0758  0.2682
Si  -0.0622  0.1391  -0.4898
Si  -0.1573  0.0729  -0.3924
Si  0.0708  0.0269  0.1666
Si  0.1059  -0.0763  0.3845
Si  -0.2171  -0.3286  0.3429
Si  -0.124  0.1383  0.2963
Si  -0.0156  0.0519  0.2842
Si  0.3448  -0.4743  0.4176
Si  -0.0595  0.175  0.2156
Si  -0.0567  0.1169  0.2104
Si  -0.0938  -0.0382  0.0007
Si  0.0806  -0.0464  0.0797
Si  -0.1108  0.1319  1.015
Si  -0.0436  -0.2664  0.6388
Si  0.1133  -0.0052  0.7846
Si  0.1699  -0.3046  0.3751
Si  -0.0969  0.9859  -0.1393
Si  -0.279  0.1466  0.3197
Si  0.0034  0.0361  0.8691
Si  0.2356  -0.3359  0.6322
Si  0.2867  0.2969  0.7038
Si  0.0605  -0.0613  -0.0943
Si  -0.0245  0.1903  -0.1218
Si  -0.1849  -0.2733  0.2404
Si  -0.0953  0.1539  -0.0325
Si  -0.0541  -0.1732  0.1166
Si  0.2137  -0.1178  0.3379
Si  0.0729  0.1489  -0.1696
Si  0.085  -0.0944  0.0624
Si  0.0183  0.0298  0.0471
Si  0.0883  -0.2114  -0.1087
Si  0.0771  -0.0463  -0.4476
Si  -0.0258  -0.009  0.0103
Si  0.1938  0.0658  0.1777
Si  -0.0135  0.2247  -0.1502
Si  0.2981  -0.3083  0.3702
Si  0.0505  0.1622  0.1223
Si  0.0776  0.012  -0.1369
Si  -0.0275  -0.039  -0.0185
Si  0.0734  0.0283  -0.0708
Si  0.1987  0.2962  -0.5179
Si  -0.221  -0.0369  -0.2065
Si  -0.1562  -0.1473  -0.0529
Si  -0.0637  0.1385  0.1809
Si  -0.1496  -0.2091  0.193
Si  0.162  0.1215  -0.1606
Si  -0.047  0.0227  -0.399
Si  0.0227  0.0437  0.0615
Si  0.0267  -0.1074  0.1411
Si  -0.0378  -0.254  -0.1672
Si  0.0494  -0.0695  -0.3452
Si  0.1049  -0.0722  -0.0295
Si  -0.1078  0.1331  -0.2126
O  -0.2263  0.2764  -0.0351
O  0.2222  0.188  0.434
O  0.0428  -0.2721  0.2809
O  -0.1958  0.1215  0.3343
O  0.2037  -0.423  0.7694
O  -0.1584  -0.3994  0.4605
O  -0.0698  0.2406  -0.0256
O  0.1834  -0.053  0.3603
O  -0.069  -0.2992  0.0266
O  -0.1166  0.3021  -0.0175
O  -0.1205  0.3151  0.0946
O  0.0162  -0.0016  0.2521
O  0.2527  0.2359  0.1053
O  -0.0075  0.1446  0.2811
O  0.1771  -0.0677  0.4608
O  -0.1093  -0.3206  0.2645
O  0.2698  0.1666  -0.1645
O  0.1916  -0.2457  -0.0974
O  -0.0838  0.2305  -0.0462
O  0.1  0.0377  -0.2769
O  0.1969  0.0176  -0.2134
O  -0.0302  -0.0406  -0.1641
O  0.2657  -0.0476  0.0187
O  -0.0963  0.0869  -0.2242
O  -0.1467  0.016  0.1351
O  -0.1341  -0.2054  -0.0555
O  -0.0139  -0.3691  0.0073
O  0.1261  0.5915  -0.9939
O  0.2251  0.2794  -0.102
O  -0.0238  -0.3454  -0.7938
O  -0.2406  0.3373  -0.609
O  -0.0983  0.2256  -0.4042
O  -0.2075  -0.3882  -0.2339
O  -0.264  0.2708  -0.0279
O  -0.1141  -0.4213  -0.6856
O  0.0778  -0.0343  -0.3129
O  -0.0161  0.1777  0.1143
O  -0.0733  0.0406  -0.1048
O  -0.1979  -0.1586  -0.1306
O  0.0416  -0.3128  0.0604
O  -0.4227  0.0334  0.2013
O  -0.1377  -0.2848  0.178
O  0.2062  0.2574  -0.9052
O  -0.0138  0.1405  -0.1507
O  -0.3989  -0.2819  0.2423
O  0.1228  0.2107  -0.5685
O  -0.1105  -0.1992  -0.1085
O  0.3649  0.0844  0.4035
O  0.2813  -0.1501  0.08
O  0.044  -0.1588  0.1326
O  -0.2368  0.0549  -0.0561
O  0.2491  0.1808  -0.2425
O  -0.1892  0.3746  -0.4763
O  0.0206  0.292  -0.1367
O  -0.1405  -0.0794  0.347
O  0.0375  -0.1572  0.25
O  0.2592  -0.2254  0.0977
O  -0.034  0.0168  0.3189
O  -0.0038  -0.1608  -0.3089
O  -0.0339  -0.0834  0.0366
O  0.0768  0.2331  -0.1033
O  -0.1001  -0.1532  -0.2061
O  0.2371  -0.2731  0.1226
O  -0.0438  -0.3652  0.1725
O  0.2369  0.0827  0.1851
O  -0.0057  -0.0206  0.1106
O  -0.0074  -0.0055  -0.1562
O  -0.0218  0.1829  0.1848
O  0.2502  -0.181  0.0719
O  -0.012  -0.105  0.1796
O  -0.1277  -0.0709  0.4329
O  0.1055  0.2837  -0.2046
O  0.0115  0.2851  -0.2008
O  -0.0418  0.0514  0.1734
O  -0.0243  -0.1923  0.0778
O  -0.0841  0.2439  -0.1249
O  -0.1541  -0.0646  0.2125
O  0.0219  0.3148  0.1607
O  -0.1409  -0.0543  0.1541
O  -0.2939  -0.2359  0.1446
O  0.0082  0.0634  0.0624
O  -0.1084  0.22  0.2162
